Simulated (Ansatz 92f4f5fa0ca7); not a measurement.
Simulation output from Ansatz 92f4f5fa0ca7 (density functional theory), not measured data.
Periodic cell of 375 atoms, Si241O134, from a study of silicon, its oxide and their interface. The atomic structure is a simulated model.
Doubt: the cutoff is far below the 930 eV that the study's wrapper takes by default for these files, so forces and energies are approximate.

Settings
functional: PBE
potential files: Ansatz PAW
basis: plane waves
wave-function cutoff: 580 eV
density cutoff ratio: 5
exchange-correlation grid ratio: 1
k mesh: 1 x 1 x 1, Gamma-centred
self-consistency stop: 5e-08 eV per atom in the density residual
occupations: fixed
spin: none
net charge: 0

Cell vectors (angstrom)
a  11.6015  0  0
b  0  13.3963  0
c  0  0  42.3411

Atoms and the computed forces on them: element, x, y, z (angstrom), force x, y, z (eV/angstrom)
Si  0  2.2327  1.1851  0.0497  -0.0071  0.0112
Si  3.8672  2.2327  1.1851  -0.0028  0.0114  -0.0465
Si  7.7343  2.2327  1.1851  0.0774  0.0073  0.0177
Si  1.9336  5.5818  1.1851  -0.0219  0.0599  -0.0291
Si  5.8008  5.5818  1.1851  -0.0184  0.074  0.0943
Si  9.6679  5.5818  1.1851  -0.0201  0.0365  -0.0042
Si  0  8.9308  1.1851  -0.0077  0.0066  0.0333
Si  3.8672  8.9308  1.1851  -0.0505  -0.0474  -0.0183
Si  7.7343  8.9308  1.1851  0.0071  -0.0845  0.0529
Si  1.9336  12.2799  1.1851  -0.0106  0.0021  -0.049
Si  5.8008  12.2799  1.1851  -0.031  -0.0271  0.0982
Si  9.6679  12.2799  1.1851  0.0042  -0.0199  -0.0034
Si  1.9336  1.1164  1.9745  -0.076  0.1247  -0.0356
Si  5.8008  1.1164  1.9745  -0.1933  0.0932  -0.0561
Si  9.6679  1.1164  1.9745  -0.2278  0.0481  -0.0429
Si  0  4.4654  1.9745  0.0243  0.0348  -0.0423
Si  3.8672  4.4654  1.9745  -0.0288  -0.0938  -0.0386
Si  7.7343  4.4654  1.9745  0.1747  -0.1032  -0.0557
Si  1.9336  7.8145  1.9745  0.2353  -0.0941  0.0138
Si  5.8008  7.8145  1.9745  0.0504  -0.1336  -0.0067
Si  9.6679  7.8145  1.9745  -0.0059  -0.0318  0.0329
Si  0  11.1635  1.9745  0.0324  0.0507  -0.0112
Si  3.8672  11.1635  1.9745  -0.0991  0.0619  -0.0309
Si  7.7343  11.1635  1.9745  0.1002  0.0823  -0.056
Si  1.9336  1.1164  4.3426  -0.3371  0.1289  -0.6223
Si  5.8008  1.1164  4.3426  -0.4745  0.3781  0.5957
Si  9.6679  1.1164  4.3426  -0.5089  0.1468  -0.0894
Si  0  4.4654  4.3426  0.2327  -0.1697  -0.0808
Si  3.8672  4.4654  4.3426  0.1173  0.0221  0.0345
Si  7.7343  4.4654  4.3426  0.4201  -0.09  0.7823
Si  1.9336  7.8145  4.3426  0.4184  -0.136  -0.3774
Si  5.8008  7.8145  4.3426  0.2907  -0.4659  0.121
Si  9.6679  7.8145  4.3426  0.1608  0.0897  -0.1739
Si  0  11.1635  4.3426  0.1284  -0.1925  -0.5426
Si  3.8672  11.1635  4.3426  -0.1193  0.1528  0.1538
Si  7.7343  11.1635  4.3426  0.0733  0.0429  0.4246
Si  0  0  38.0006  0.0248  0.0568  -0.0008
Si  3.8672  0  38.0006  -0.01  0.2333  -0.0535
Si  7.7343  0  38.0006  -0.1841  0.3412  -0.043
Si  1.9336  3.3491  38.0006  0.1035  -0.0827  0.0124
Si  5.8008  3.3491  38.0006  0.1753  0.0579  -0.3379
Si  9.6679  3.3491  38.0006  -0.338  0.1232  0.0375
Si  0  6.6981  38.0006  -0.3785  0.1055  0.0184
Si  3.8672  6.6981  38.0006  0.3478  0.0069  -0.0019
Si  7.7343  6.6981  38.0006  0.0913  -0.0297  -1.0054
Si  1.9336  10.0472  38.0006  -0.014  0.0697  0.5223
Si  5.8008  10.0472  38.0006  -0.1411  -0.2401  0.3151
Si  9.6679  10.0472  38.0006  0.1736  -0.3822  0.025
Si  0  0  40.3687  -0.0045  0.0118  -0.005
Si  3.8672  0  40.3687  -0.0117  0.1118  0.0155
Si  7.7343  0  40.3687  -0.1236  0.1207  0.033
Si  1.9336  3.3491  40.3687  0.0581  -0.014  -0.0063
Si  5.8008  3.3491  40.3687  0.0739  0.0253  -0.0059
Si  9.6679  3.3491  40.3687  -0.1001  0.0701  -0.0049
Si  0  6.6981  40.3687  -0.1606  0.0149  0.0123
Si  3.8672  6.6981  40.3687  0.12  0.0212  0.0346
Si  7.7343  6.6981  40.3687  0.0567  -0.0369  0.1003
Si  1.9336  10.0472  40.3687  0.0081  0.0004  0.0049
Si  5.8008  10.0472  40.3687  -0.0767  -0.1393  -0.011
Si  9.6679  10.0472  40.3687  0.0642  -0.1631  0.0221
Si  0  2.2327  41.1581  -0.0527  -0.0009  -0.024
Si  3.8672  2.2327  41.1581  -0.0057  -0.0162  0.0202
Si  7.7343  2.2327  41.1581  -0.0422  -0.0022  0.0187
Si  1.9336  5.5818  41.1581  0.0069  -0.0583  -0.0567
Si  5.8008  5.5818  41.1581  -0.016  -0.0604  -0.0539
Si  9.6679  5.5818  41.1581  0.0331  -0.0426  0.0192
Si  0  8.9308  41.1581  0.0237  0.0084  0.0415
Si  3.8672  8.9308  41.1581  0.0487  0.0482  0.0639
Si  7.7343  8.9308  41.1581  -0.0204  0.0921  -0.0403
Si  1.9336  12.2799  41.1581  0.0135  -0.0081  0.0217
Si  5.8008  12.2799  41.1581  0.0249  0.0089  -0.0512
Si  9.6679  12.2799  41.1581  0.0023  0.0129  -0.0763
Si  -2.5637  5.3934  27.3634  0.1599  -0.0926  -0.139
Si  2.0244  -1.7518  31.8318  -0.2701  -0.2547  -0.0577
Si  11.4591  2.2261  33.992  -0.3745  -0.2167  -0.0569
Si  -0.2531  -0.0668  27.4844  0.359  -0.0543  -0.1841
Si  8.7198  -3.1399  20.8878  -0.0092  0.0395  -0.0468
Si  7.8263  0.5154  31.7216  -0.0605  0.0767  -0.3872
Si  -2.902  6.2083  30.4067  0.3185  -0.0718  -0.0251
Si  5.6232  5.9309  31.5811  0.0187  0.0197  0.8514
Si  2.1424  9.2358  32.3706  -0.176  0.1945  -0.1897
Si  4.817  10.4043  24.0702  -0.1712  0.0757  -0.1828
Si  11.4108  12.245  30.8083  0.1263  -0.0928  0.0057
Si  7.781  10.362  31.8262  -0.0751  0.0973  -0.0832
Si  3.1531  4.7372  27.0556  -0.1065  -0.1027  -0.1537
Si  9.5121  -1.4787  23.2891  -0.002  -0.0266  0.0523
Si  10.925  0.9321  29.6821  -0.1874  -0.2656  0.3295
Si  -3.8463  9.1202  33.9283  -0.0188  -0.0875  -0.1317
Si  4.0894  -0.8706  30.9066  -0.1211  0.064  0.065
Si  11.461  2.6346  31.5703  0.0841  -0.0555  0.0964
Si  1.5445  5.3761  31.7564  0.3598  0.1075  -0.0052
Si  -1.0278  5.0162  31.6322  0.1023  -0.1429  0.0635
Si  6.1632  12.2091  31.9651  0.1194  -0.1003  0.1922
Si  7.6598  15.4453  33.7932  0.0614  -0.1936  0.0295
Si  0.3038  5.9273  26.9053  0.0248  -0.1121  -0.0099
Si  13.2078  8.4117  28.4031  -0.0335  -0.0606  0.1419
Si  4.57  -1.6321  28.7392  -0.123  0.0413  0.1161
Si  3.5872  2.3888  33.8815  0.0836  0.038  0.1967
Si  9.3891  -1.2619  32.0739  0.1476  -0.0113  0.103
Si  1.8724  5.5986  34.1114  -0.0487  0.0295  0.0962
Si  5.7751  5.6269  33.9347  0.0242  -0.0249  -0.0698
Si  9.7812  5.5018  33.8798  0.0055  -0.014  -0.0229
Si  2.8747  7.3408  31.0485  -0.0416  0.1267  -0.0512
Si  3.747  8.9985  34.1469  0.087  0.0221  0.1725
Si  11.8113  8.9461  33.945  0.0088  0.1392  0.163
Si  1.9314  12.3042  34.104  0.1284  -0.0026  0.0434
Si  5.7902  12.3044  34.2709  0.0697  -0.1119  -0.1696
Si  9.7029  12.2569  34.3485  -0.011  -0.0274  0.0133
Si  1.8213  1.1656  34.8084  -0.0769  -0.1  0.0809
Si  5.6478  1.2086  34.7319  -0.1707  0.0186  -0.2247
Si  9.5588  1.1297  34.8905  0.1275  0.0343  0.0464
Si  -0.0089  4.4171  34.9314  -0.0067  0.1241  -0.1791
Si  3.8418  4.5291  34.8342  0.0649  0.0029  -0.1338
Si  7.7478  4.4051  34.5731  -0.0234  -0.0652  -0.0239
Si  1.9308  7.7979  35.0123  -0.022  -0.0999  0.2236
Si  5.8186  7.8797  34.6909  -0.118  0.1618  0.0411
Si  9.7201  7.8278  34.5705  0.153  0.11  -0.075
Si  0.0724  11.1153  34.916  -0.135  -0.0294  -0.0091
Si  3.8331  11.2018  34.9574  0.0565  -0.0867  0.0558
Si  7.731  11.1886  35.0413  0.0984  0.1319  0.1748
Si  1.9234  1.1168  37.1937  -0.0684  -0.0414  0.0071
Si  5.7791  1.1403  37.1424  -0.0887  0.0729  0.1306
Si  9.6637  1.1297  37.2376  -0.026  -0.0269  0.0118
Si  -0.0037  4.4584  37.2634  0.0422  -0.0993  0.0174
Si  3.8707  4.4687  37.2023  -0.0349  0.0347  0.061
Si  7.7372  4.4519  37.079  0.0057  -0.0857  0.0248
Si  1.9321  7.8094  37.3226  -0.0165  -0.2069  -0.0324
Si  5.8039  7.8295  37.1339  -0.0236  0.0215  -0.0142
Si  9.6763  7.8182  37.0771  0.0372  0.0157  0.0334
Si  0.0069  11.1549  37.253  0.0329  -0.0144  -0.0106
Si  3.865  11.1673  37.2814  0.023  0.0427  -0.0396
Si  7.7319  11.1605  37.3367  -0.0042  0.0034  -0.0493
Si  -0.0411  -0.0092  5.0489  -0.0428  -0.0988  0.001
Si  3.7953  0.0038  5.1875  -0.0542  -0.0425  -0.048
Si  7.6909  0.0074  5.1653  -0.0224  0.028  0.0421
Si  1.9376  3.3474  5.1597  0.048  0.0471  0.0082
Si  5.8019  3.3984  5.207  0.07  -0.0458  -0.1169
Si  9.7636  3.3084  5.2474  0.0191  -0.0608  -0.1326
Si  0.0225  6.7047  5.0733  -0.0945  0.1033  0.0836
Si  3.903  6.6718  5.1917  -0.0796  -0.039  -0.0085
Si  7.7861  6.69  5.1878  -0.1234  0.0039  0.0453
Si  1.9358  10.0344  5.0938  -0.035  0.0197  0.0092
Si  5.7964  10.0283  5.0601  -0.0422  0.0211  -0.0899
Si  9.6971  10.0419  5.1209  -0.0627  -0.0111  0.0256
Si  0.1035  0.4726  7.3135  -0.1387  -0.2679  -0.0644
Si  2.5083  0.1885  7.2309  0.0657  -0.0061  0.0566
Si  6.8495  0.3292  7.4278  0.1231  -0.0241  -0.257
Si  1.5819  3.4695  7.5314  0.2033  0.3367  0.0503
Si  5.7171  4.0058  7.5628  0.0569  0.0226  -0.0617
Si  10.9314  2.7353  7.3784  -0.1048  0.0604  -0.065
Si  0.6109  7.1639  7.3065  0.1926  0.1991  -0.0304
Si  4.245  6.0951  7.5222  -0.0483  -0.0143  -0.1309
Si  8.2218  6.6728  7.5655  0.1393  -0.1097  -0.0727
Si  1.2666  9.4693  7.2723  0.0918  -0.1186  -0.1069
Si  5.6782  9.9139  7.3508  -0.0805  -0.0068  -0.5587
Si  10.4965  9.7768  7.3247  -0.2104  0.1399  0.0153
Si  4.1508  4.6326  11.9728  -0.0902  -0.1052  0.1923
Si  2.0574  5.6413  8.2351  -0.0503  -0.13  -0.2482
Si  10.4231  -0.2015  9.2056  -0.0021  0.0969  -0.1517
Si  7.7211  4.6207  8.652  -0.0613  0.6391  0.4238
Si  8.1135  9.7839  10.1729  0.3231  -0.2156  -0.0835
Si  14.2624  0.4939  10.6663  0.0101  0.0189  0.0722
Si  -1.3882  7.6639  8.3281  -0.1748  0.2428  0.2223
Si  6.8268  8.6565  17.0133  -0.0505  0.1766  0.0417
Si  10.7083  5.7541  12.0771  -0.3403  0.3067  -0.3382
Si  0.2695  10.8786  10.5765  0.2205  0.0231  -0.0264
Si  9.9147  10.9466  9.21  0.2106  0.1211  -0.1999
Si  14.5707  15.2966  8.73  -0.0021  -0.0357  -0.192
Si  5.5946  -1.4028  8.4329  -0.2195  -0.8866  -0.4044
Si  5.3044  1.8247  8.521  -0.016  0.0286  -0.0202
Si  6.9774  4.1632  11.6482  0.3245  0.0497  -0.3015
Si  0.4069  -0.2361  11.0282  -0.1129  -0.0385  -0.0609
Si  10.2876  11.6126  15.9418  -0.0101  -0.0147  -0.1963
Si  13.4521  5.7065  10.5265  -0.1413  -0.0312  -0.4186
Si  1.8398  15.3194  18.29  0.1069  0.0665  -0.1073
Si  4.0419  9.5116  10.4268  0.0435  0.0812  0.0788
Si  6.2058  13.7188  10.4337  -0.2883  -0.0599  0.9925
Si  3.3309  12.3305  8.9697  -0.3104  -0.1068  -0.1117
Si  8.2788  14.222  9.2431  0.3925  0.2798  -0.0503
Si  11.8939  14.3337  15.7332  -0.1119  -0.0242  -0.1776
Si  6.0855  5.9429  18.1494  -0.0768  0.0861  -0.0764
Si  5.0568  7.1363  13.2818  -0.0198  -0.029  0.0218
Si  10.0505  -5.0717  10.6891  -0.1578  -0.3363  -0.2217
Si  4.4518  0.5049  12.361  0.199  -0.0217  -0.5044
Si  9.5142  3.0174  11.4561  0.1434  -0.205  0.0832
Si  9.3489  2.9696  9.1036  -0.1434  -0.4598  -0.0962
Si  -0.5703  14.0668  12.949  0.1093  -0.2383  -0.4779
Si  7.1008  8.4722  8.5199  0.4788  0.1216  0.0355
Si  14.291  8.4182  12.1139  -0.0711  -0.0461  0.0344
Si  4.8241  8.1282  8.6514  -0.0633  0.1513  0.4904
Si  6.0972  11.0725  10.5374  -0.1652  0.4529  0.5704
Si  10.3022  9.4351  13.8781  0.1511  -0.0898  -0.1393
O  15.3535  11.3347  17.8749  -0.0862  0.0179  0.0273
O  17.7594  -1.0612  18.3059  -0.0188  0.0362  0.0064
O  6.6686  -0.1016  20.6685  -0.0155  0.0126  -0.0055
O  22.5041  2.4074  24.5777  -0.0376  0.0548  -0.0537
O  7.3354  18.3684  10.2747  -0.1706  -0.0232  -0.1979
O  15.1757  -2.9351  25.158  0.1332  0.1178  -0.0356
O  18.6653  13.9353  23.1975  0.0434  0.048  0.0186
O  13.4639  24.9386  19.8134  -0.0012  -0.0248  0.0232
O  16.1516  25.8574  13.2099  -0.0334  -0.0202  0.0305
O  9.7852  17.0794  19.8945  0.0862  0.0326  -0.0865
O  21.0922  19.2938  15.6514  0.0263  0.0057  0.0696
O  3.847  3.0792  15.853  -0.0215  0.0892  0.1238
O  6.1343  2.3791  26.6686  -0.0304  -0.0151  0.055
O  7.3102  -4.5937  28.8748  -0.0815  -0.1108  -0.2323
O  8.2021  4.0596  26.9354  -0.0542  0.0535  0.0441
O  8.9004  6.4755  26.1201  0.0146  -0.047  0.0513
O  7.4599  21.8628  24.1535  -0.1306  0.0098  0.0466
O  14.6844  0.4286  22.9658  -0.0633  -0.0634  -0.0236
O  9.7222  -3.5321  19.687  0.0476  0.0232  0.0375
O  -14.5239  -0.7973  19.0269  0.069  0.0423  -0.0109
O  -0.1663  18.4285  18.1886  -0.0289  -0.1308  0.1552
O  -0.6517  8.3371  17.9676  0.0556  -0.0386  0.0442
O  5.0915  10.2198  28.5016  0.051  -0.0231  -0.0802
O  -4.2913  -6.7901  22.1333  0.0037  -0.0456  -0.0255
Si  8.2339  18.417  16.1724  -0.1031  -0.0377  0.1031
Si  7.1105  -0.8844  27.3094  -0.0546  0.062  0.2493
Si  3.5147  4.7511  22.4932  0.0277  -0.0083  0.2889
Si  8.5434  14.2967  29.4029  -0.0642  0.0808  0.7942
Si  9.842  27.1188  19.1475  0.005  -0.0593  -0.0091
Si  16.035  16.4538  14.3488  -0.0229  -0.3345  -0.3394
Si  14.4015  10.5454  18.9331  0.0207  0.0212  -0.0967
Si  0.7651  18.435  21.4493  0.0153  0.0755  0.3659
Si  12.7425  -0.4078  19.9155  0.0788  -0.0398  0.007
Si  12.6327  8.0978  21.6733  0.0457  0.0438  -0.0035
Si  10.578  3.5983  23.5306  0.0591  0.0145  0.209
Si  3.97  8.931  21.398  -0.0896  0.0196  -0.0347
Si  11.365  4.0515  19.5132  0.083  -0.0731  -0.2312
Si  6.6565  18.4069  14.4588  0.0174  -0.1574  -0.1801
Si  9.3087  28.8608  16.486  0.1214  -0.1047  -0.1853
Si  4.6445  2.1446  26.0403  -0.0854  0.2058  0.0568
Si  9.9278  6.2805  24.8326  0.0945  -0.0145  0.2306
Si  8.4024  26.7285  14.6097  0.0979  -0.0064  -0.1603
Si  6.8944  -0.6971  24.2629  0.0278  -0.0065  -0.0472
Si  21.3263  9.406  18.1381  -0.0055  -0.0087  -0.0884
Si  -3.0841  9.1557  29.9237  -0.0703  0.5896  0.4576
Si  12.4446  8.4205  18.6285  0.0485  0.0217  -0.1192
Si  3.7287  6.6909  24.9091  0.0427  -0.0492  0.1621
Si  8.1898  7.7807  22.8776  0.0141  -0.0173  0.1171
Si  12.6423  5.8009  17.3831  0.0748  0.0539  -0.132
Si  10.8978  0.7879  24.6172  0.1  -0.0156  0.1733
Si  3.6302  17.3694  17.2028  -0.0406  -0.0197  -0.0785
Si  13.7729  10.3544  9.2377  -0.0583  -0.0867  0.1981
Si  23.4201  9.1811  12.0942  0.3218  0.0805  0.0057
Si  5.9072  6.3993  21.2958  -0.0685  0.0693  0.044
Si  7.1402  22.556  13.9698  0.0797  0.1844  -0.0496
Si  5.7299  12.0255  14.267  -0.0978  0.2177  -0.2469
Si  9.1376  2.5871  20.9509  0.0115  -0.1249  0.1207
Si  15.051  14.8153  30.3418  -0.1174  0.2727  -0.3453
Si  4.0485  1.7395  23.0439  0.0832  0.0305  0.1253
Si  17.6217  8.6054  24.8796  0.0756  -0.3048  0.094
Si  6.4481  9.6272  27.7672  -0.0671  0.1654  0.1386
Si  7.0682  3.2008  27.7254  0.1313  -0.2331  -0.1552
Si  4.8001  3.92  29.449  -0.0715  -0.0506  -0.2876
Si  -4.9629  1.125  21.7161  -0.061  -0.0755  0.0429
Si  10.7978  6.6321  15.0459  0.046  0.2102  -0.1081
Si  5.2592  11.4559  17.279  0.0215  -0.0872  -0.0796
Si  -8.8887  13.6213  27.6417  0.0061  -0.1146  0.0612
Si  11.1229  10.7302  29.0493  -0.0136  0.1781  0.4137
Si  14.0642  9.3776  25.657  -0.0566  -0.1657  0.0313
Si  12.1275  23.7851  23.7404  0.001  0.0351  0.0739
Si  13.2237  13.1043  22.9294  -0.0466  0.0656  0.0677
Si  7.1802  12.254  19.5569  -0.0688  -0.0091  0.0043
Si  2.2693  16.3565  31.7902  0.0441  0.0273  -0.1878
O  15.3252  9.6803  19.9684  0.039  -0.0558  0.0364
O  19.1184  2.3704  21.0907  0.0447  0.0617  -0.044
O  3.327  3.1769  22.8645  -0.039  0.0621  -0.0805
O  4.7803  19.5399  12.0021  0.0958  0.0081  0.0693
O  -3.3073  -13.6892  28.2702  0.1234  0.0367  -0.0608
O  3.8388  14.3226  26.7252  -0.0292  -0.0732  -0.0266
O  14.3098  -5.4446  24.9015  -0.0711  0.0156  -0.0387
O  15.9548  15.0111  13.5808  -0.0378  0.2941  0.3536
O  -10.9393  7.2073  27.8385  0.015  0.0646  -0.0238
O  18.7883  8.4523  15.4372  -0.0103  -0.1069  0.0167
O  5.4045  3.6721  11.5444  0.0373  -0.1163  -0.0854
O  2.6478  7.7732  29.4761  -0.0526  -0.0105  -0.1388
O  9.8723  13.4954  23.5354  -0.0231  -0.0165  -0.0128
O  24.7399  4.8632  26.866  0.0143  0.0176  -0.0286
O  34.511  -0.3855  19.1299  -0.0699  0.0302  -0.0055
O  10.4689  21.6172  14.9603  -0.0313  -0.1835  0.1234
O  8.6775  -3.9089  13.4811  -0.0028  0.0284  0.1241
O  14.1006  9.1209  27.2508  0.0924  0.061  -0.1157
O  12.0796  19.7836  15.9914  -0.0289  -0.0302  -0.0161
O  6.2519  10.5199  13.9945  -0.0141  -0.1212  0.0658
O  9.7084  20.3164  11.5216  -0.0109  -0.2708  0.0886
O  15.3182  16.8718  26.2039  0.0506  -0.0548  0.0051
O  16.4334  15.1699  24.4748  -0.0099  -0.0548  -0.0214
O  5.1165  15.0475  21.8295  0.0192  -0.0092  -0.0668
O  0.38  22.4985  22.7637  0.0094  -0.0739  -0.0592
O  20.1261  22.3393  21.8046  -0.0199  -0.0517  0.0141
O  21.1698  20.5983  23.5467  -0.0505  0.0257  -0.0897
O  29.5231  21.5383  12.9758  0.0361  0.0018  -0.0649
O  -11.2881  4.1708  22.7851  0.0388  0.0453  -0.1868
O  -3.5241  -1.7928  23.9838  -0.0202  0.004  -0.0002
O  6.106  22.0425  26.5217  -0.0074  -0.0702  -0.0503
O  -13.539  9.9811  29.1055  0.0399  -0.0577  -0.1589
O  25.0044  9.6038  18.034  -0.0298  -0.0392  0.0335
O  -0.9562  18.4779  27.5258  -0.0163  0.0267  0.0208
O  12.2174  14.2001  14.1161  -0.0709  0.0515  0.2448
O  -12.5459  24.4125  23.9907  0.0067  0.0042  0.0055
O  3.1777  -1.3298  27.9129  0.0292  0.1115  -0.112
O  9.5658  16.4107  22.4336  -0.1079  -0.0413  -0.104
O  -14.4461  -1.3084  15.6077  -0.0689  0.0122  0.1347
O  7.1882  19.5071  31.086  0.1456  0.0636  -0.2031
O  14.4929  17.8929  10.9647  0.0363  0.0558  0.0823
O  2.475  1.0361  29.0474  -0.0008  0.0364  0.0895
O  12.3923  0.3425  24.1643  0.0753  -0.0488  -0.0344
O  1.2714  0.2038  26.9388  0.0168  0.0103  -0.1479
O  33.3625  24.0767  17.2398  -0.0288  0.0038  0.0925
O  9.7453  1.1287  20.5556  0.0192  0.0648  0.0089
O  -5.8783  12.7812  28.1353  0.0486  -0.0771  -0.0269
O  16.5777  4.5834  30.9119  -0.0604  0.0098  -0.0286
O  25.5586  7.0957  11.1855  0.0164  0.0256  0.113
O  11.2801  12.8817  16.2058  0.0483  0.0171  0.1094
O  13.1871  20.3965  18.3415  -0.0066  0.013  0.0824
O  21.3915  4.4535  12.1331  -0.0298  0.0949  0.2003
O  4.6931  -11.0919  29.6556  0.0111  -0.1245  0.1391
O  2.656  8.0638  21.8397  0.0035  0.0174  0.0218
O  0.6685  -3.8438  29.0829  -0.1144  0.0784  -0.0937
O  -0.1458  6.496  25.4202  -0.0135  0.0161  -0.0598
O  11.1799  25.0861  27.7096  -0.1056  0.1175  -0.1151
O  23.535  5.4156  11.0532  0.1468  0.019  0.1059
O  16.7874  21.2591  21.2549  -0.0185  0.0312  -0.0014
O  0.9316  0.0046  21.4777  -0.0558  -0.0029  -0.0253
O  -0.842  2.1149  15.7482  0.0107  0.062  0.1394
O  2.4057  18.4053  21.3222  -0.1431  0.0047  -0.098
O  19.869  1.2717  15.5209  -0.0133  0.068  0.0798
O  0.6894  8.6977  20.2114  -0.0215  0.0459  0.0436
O  5.482  -1.4899  24.04  -0.0519  -0.0484  0.0778
O  5.2135  7.2106  24.4921  0.115  0.1965  -0.0392
O  -4.0506  5.5581  17.5569  0.0545  -0.03  -0.0508
O  15.9199  10.05  22.5353  0.0681  0.0223  0.1093
O  7.2862  24.1597  20.2504  -0.0148  0.0112  0.0469
O  17.0885  19.5927  14.5773  -0.0975  0.0417  -0.082
O  7.3  10.8963  27.1734  0.0937  -0.0313  -0.1248
O  17.5955  16.8999  14.4971  0.0493  0.091  0.0907
O  10.5501  15.4944  12.319  -0.1306  0.0956  -0.0782
O  10.483  13.7386  26.1393  -0.0982  -0.0247  -0.0165
O  13.0762  14.8042  16.7539  0.0051  0.0377  0.0707
O  16.8024  12.1647  15.807  -0.0067  -0.0136  0.0954
O  6.1866  5.9209  19.7648  0.0472  -0.0504  0.1137
O  -2.0503  28.1571  17.9263  -0.0436  -0.013  0.0951
O  30.4802  18.5351  12.9379  -0.2153  0.0007  -0.0332
O  13.9264  4.9085  16.9824  -0.0431  -0.0323  0.0402
O  -2.1954  11.4985  21.7138  0.0214  0.02  0
O  7.8356  2.2513  28.7971  0.0418  0.0369  -0.1245
O  11.2397  19.4996  13.568  0.1005  -0.0233  0.1408
O  5.8598  7.4803  17.6141  0.0207  -0.1028  -0.0007
O  3.1764  5.5884  23.8591  0.0267  -0.0544  -0.1014
O  6.9546  -0.3291  13.9352  0.1369  -0.0016  0.0295
O  15.4221  -7.3111  26.4288  0.0358  0.03  -0.0273
O  3.6068  17.5438  13.44  0.0848  0.0602  0.0209
O  -3.0835  -7.4926  28.8079  -0.1247  0.0479  0.0221
O  19.8741  8.7614  17.7763  -0.0011  -0.007  0.0079
O  -5.6513  23.3985  17.1525  0.0258  -0.0577  0.0463
O  12.6004  -3.4816  25.2207  -0.008  0.0431  -0.0253
O  18.6596  -0.2063  25.8211  -0.0193  -0.0402  -0.0467
O  8.7413  3.5513  16.6264  0.0046  0.0577  0.0932
O  16.5914  5.2243  21.9785  0.0811  0.0056  -0.0574
O  26.3939  2.8523  18.3115  -0.0675  -0.0395  0.0548
O  2.1737  0.6289  19.2004  0.0114  0.0407  0.0071
O  4.9198  -8.5076  17.6373  0.0672  0.0093  0.0227
O  23.7892  16.093  19.025  -0.128  0.0859  0.0625
O  -7.0487  7.1544  31.2116  -0.191  -0.1725  0.0103
O  9.6224  13.4075  13.5127  -0.081  0.0142  0.2008
O  9.1764  -5.6157  30.5432  -0.0113  -0.1954  -0.0856
O  15.1093  -8.8483  28.6428  0.0749  0.0171  0.1433
O  21.3977  31.5275  24.3674  -0.004  -0.0729  -0.098
O  24.8025  11.4726  23.1196  0.0312  0.0404  -0.0151
O  11.9752  6.6084  21.7721  0.0069  -0.0523  -0.065
O  7.8929  16.1884  11.8018  0.0339  0.0796  0.0331
O  -5.4811  17.6232  28.5556  -0.0674  0.1663  -0.0026
O  15.2374  7.9647  13.4504  -0.217  0.0539  -0.0744
O  22.4275  24.1861  14.642  -0.0635  0.0259  0.0823

Results
free energy: -229403.667 eV
free energy less fixed offsets of O -568.88, Si -635.61 eV per atom: 8.263 eV

The program warned: the cutoff lies below the one the program advises for these potential files; the forces do not sum to zero within the program's tolerance; the exchange-correlation potential is rough where the density is thin.
